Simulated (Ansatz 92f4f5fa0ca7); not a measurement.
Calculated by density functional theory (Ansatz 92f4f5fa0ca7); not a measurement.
Periodic cell of 226 atoms, Si133O92As1, from a study of silicon, its oxide and their interface. The atomic structure is a simulated model.
Doubt: the cutoff is far below the 930 eV that the study's wrapper takes by default for these files, so forces and energies are approximate.
This geometry differs little from another in the collection (a relaxation step or a small displacement).

Settings: functional PBE; potential files Ansatz PAW; basis plane waves; wave-function cutoff 580 eV; density cutoff ratio 5; exchange-correlation grid ratio 1; k mesh 1 x 1 x 1, Gamma-centred; self-consistency stop 5e-08 eV per atom in the density residual; occupations fixed; spin none; net charge +1 e, with a uniform compensating background and no finite-size correction.

Cell vectors (angstrom)
a	10.938	0	0
b	0	10.938	0
c	0	0	31.9494

Atoms and the computed forces on them: element, x, y, z (angstrom), force x, y, z (eV/angstrom)
Si	10.6253	0.0005	24.4122	-0.0044	0.0075	0.0251
Si	5.0762	0.1216	24.6598	-0.0053	0.0053	0.019
Si	2.8212	2.2905	24.5234	0.0087	-0.0087	0.0261
Si	8.5702	2.437	24.557	0.0038	-0.0041	0.0248
Si	10.7082	5.586	24.3286	-0.0044	0.0069	0.0198
Si	5.1561	5.6142	24.4421	-0.0019	0.0068	0.0269
Si	2.9884	7.9561	24.4	0.0036	-0.0075	0.0276
Si	8.4164	7.8292	24.4102	0.0054	-0.0079	0.0193
Si	1.2921	1.129	25.8364	-0.0006	0.0026	-0.0054
Si	6.8156	1.3282	25.7336	-0.0024	0.0009	-0.0024
Si	3.9836	4.0096	25.7249	0.0006	0.0007	-0.002
Si	9.6894	4.0218	25.8488	-0.0033	-0.0052	-0.0018
Si	1.3374	6.7953	25.6632	0.0008	-0.0003	-0.0035
Si	6.8026	6.7211	25.7466	-0.0045	0.0001	-0.0033
Si	3.9995	9.4661	25.9562	0.0066	0.0007	-0.0071
Si	9.4807	9.44	25.7966	0.0009	0.0015	-0.0023
Si	2.6331	-0.1349	27.287	0.0057	0.0059	-0.0067
Si	8.138	-0.0674	27.139	0.0072	0.0028	0.0021
Si	0.0784	2.6518	27.2072	-0.0025	-0.0028	-0.0023
Si	5.4507	2.7203	27.1035	-0.0028	-0.0045	0.001
Si	2.664	5.415	27.1017	0.0049	0.0082	0.0056
Si	8.19	5.3672	27.1274	0.0074	0.0033	0.0011
Si	0.0101	8.1518	27.1247	-0.0014	-0.0026	0.0031
Si	5.5112	8.1398	27.178	-0.0028	-0.0039	-0.0001
Si	4.0854	1.3259	28.4891	0.0064	0.0055	-0.0045
Si	9.5443	1.3147	28.5016	-0.005	-0.0066	-0.0054
Si	1.3874	4.0657	28.5593	0.0172	-0.0048	0.0141
Si	6.8071	4.0585	28.5166	-0.0025	-0.0027	0.0023
Si	4.0791	6.7753	28.4843	-0.0021	-0.0143	-0.0094
Si	9.5577	6.7783	28.4756	0.0042	-0.0016	-0.0115
Si	1.2898	9.4789	28.6229	-0.0147	-0.0167	0.0324
Si	6.824	9.5363	28.5575	0.0021	-0.002	0.0135
Si	-0.0435	-0.0212	29.9291	0.0016	-0.0119	-0.007
Si	5.4492	-0.0139	29.8905	0.0034	-0.0047	-0.0025
Si	2.7715	2.7114	29.8946	-0.0053	0.0174	-0.0045
Si	8.1864	2.7025	29.8696	-0.006	-0.0013	-0.0004
Si	-0.0185	5.4383	29.8849	-0.0047	-0.0045	-0.0024
Si	5.4563	5.4453	29.8819	-0.0045	-0.0012	-0.0002
Si	2.7342	8.1408	29.9056	-0.0126	0.0092	-0.0058
Si	8.2254	8.1725	29.8746	-0.0036	0.0112	0.0005
Si	1.3671	1.3746	31.2489	0.0028	-0.0003	-0.0003
Si	6.8225	1.3654	31.2527	0.0026	-0.0023	0.0036
Si	4.1147	4.0829	31.2715	0.0019	-0.006	-0.0006
Si	9.5471	4.0808	31.2485	0.0031	0.0067	-0.0009
Si	1.3517	6.8064	31.2679	0.0075	0.0005	0.0007
Si	6.83	6.8405	31.2361	-0.0005	-0.0007	0.0024
Si	4.0835	9.5601	31.2551	0.0057	0.0007	0.0029
Si	9.5512	9.5427	31.286	-0.0001	0.0026	-0.002
Si	2.7382	0.0183	0.6733	-0.0098	-0.0042	0.0008
Si	8.2012	0.0174	0.6646	-0.0021	0.001	0.0072
Si	0.0089	2.7524	0.6765	-0.0012	-0.0026	0.0075
Si	5.4858	2.745	0.7018	-0.0015	0.0043	-0.0039
Si	2.7341	5.456	0.6706	0.0006	0.0038	0.0077
Si	8.2066	5.4924	0.6601	-0.0001	-0.0003	0.0012
Si	0.0167	8.2102	0.7041	-0.0036	0.0008	-0.0003
Si	5.4802	8.2246	0.6738	-0.0022	0.0004	0.0071
Si	4.0949	1.3916	2.062	0.0105	-0.0097	0.0085
Si	9.5991	1.3612	2.0309	-0.022	0.0053	0.0032
Si	1.3551	4.1448	2.0594	0.0185	-0.0071	-0.0002
Si	6.8501	4.152	2.0399	-0.0018	0.0026	0.0144
Si	4.0923	6.8536	2.0173	0.0044	0.0003	0.0031
Si	9.58	6.8397	2.0626	-0.0109	0	0.0058
Si	1.3706	9.6258	2.0581	0.0162	0.0011	0.0074
Si	6.8332	9.6314	2.0373	0.0082	-0.0071	0.0005
Si	0.0248	0.0449	3.4697	-0.0016	-0.0021	0.0166
Si	5.4973	0.0584	3.4425	0.0004	-0.008	0.0255
Si	2.7136	2.7745	3.4076	-0.0195	0.0037	-0.0039
Si	8.2622	2.789	3.3416	0.0208	0.0013	-0.0301
Si	0.028	5.5204	3.4769	0.0063	0.0163	0.013
Si	5.4554	5.5196	3.4075	0.0033	0.0119	0.0196
Si	2.7349	8.2316	3.3836	-0.0097	-0.0065	0.0009
Si	8.252	8.3086	3.3725	-0.0048	0.0199	-0.0099
Si	1.3689	1.4625	4.8438	0.0028	-0.0085	-0.0191
Si	6.9109	1.4939	4.7304	-0.039	-0.0048	0.0152
Si	4.0634	4.1527	4.7626	0.0367	-0.0069	0.023
Si	9.6087	4.081	4.782	-0.0265	0.0129	-0.0143
Si	1.3574	6.9931	4.8433	0.0039	-0.0014	-0.0062
Si	6.8795	6.9504	4.6767	0.0116	-0.0452	-0.004
Si	4.0618	9.6163	4.7496	0.0014	0.0357	0.0096
Si	9.6306	9.575	4.8442	-0.0018	0.0091	0.0001
Si	2.7378	0.0468	6.1539	0.039	-0.0165	0.003
Si	8.3147	0.1411	6.0743	0.0033	0.0035	-0.0179
Si	0.0174	2.8046	6.3105	0.0151	-0.0082	0.0125
Si	5.5158	2.8425	6.091	-0.017	0.0039	-0.0196
Si	2.733	5.5904	6.1205	0.0139	-0.0115	0.0026
Si	8.2685	5.5929	5.975	-0.0152	0.0128	0.0004
Si	0.0479	8.3127	6.3903	-0.0047	-0.0027	-0.0048
As	5.5061	8.3	6.2132	-0.014	0.0312	-0.0264
Si	4.4042	1.1911	7.3385	0.02	-0.0218	-0.182
Si	9.811	1.1666	7.6332	-0.002	0.0101	-0.015
Si	1.1782	4.5016	7.5165	0.0175	-0.0145	-0.0592
Si	6.6543	4.5428	7.2637	-0.0554	0.0217	-0.1349
Si	4.2773	6.6494	7.5704	-0.0193	-0.0161	-0.1019
Si	9.7408	6.6147	7.5227	-0.0131	-0.0021	-0.0146
Si	1.2674	9.9507	7.7243	0.016	0.0091	-0.0213
Si	6.764	10.0318	7.4313	-0.0338	-0.0212	-0.1171
O	9.5848	1.2393	23.9799	-0.0006	-0.002	-0.0027
O	4.1036	6.804	23.9441	-0.0023	0.0031	-0.0018
O	4.0117	1.2356	24.0293	0.0001	0.0031	-0.0023
O	9.5345	6.6971	23.8971	-0.0012	0.0044	0.0031
O	-0.0128	5.549	8.0358	-0.0478	0.0335	-0.0088
O	5.5378	0.091	7.8824	0.0618	-0.0261	0.0907
O	0.063	0.1036	8.1652	0.0068	-0.0163	-0.0113
O	5.5442	5.6423	7.8596	-0.0164	0.0462	0.0658
O	7.5958	4.0001	8.4704	0.0437	-0.0122	0.0034
O	8.7257	7.0426	8.77	-0.0118	0.0147	0.0301
O	2.1838	9.4729	9.0456	0.0102	-0.0071	0.0259
O	8.8617	1.6939	8.903	0.0007	-0.0268	0.0211
O	7.5992	9.4383	8.6918	0.0536	-0.0447	0.0977
O	3.6181	1.8021	8.628	-0.0527	0.0225	0.0643
O	3.5941	7.2616	8.9318	-0.0137	0.0305	0.0698
O	2.0981	4.0035	8.7931	0.0041	0.0139	0.0569
O	8.1389	3.4954	23.3642	-0.0197	0.0173	-0.0272
O	0.4518	4.9313	22.9529	0.0137	-0.0218	-0.0222
O	1.8975	2.7402	23.2437	-0.0224	0.0175	-0.0319
O	5.8315	4.9101	23.115	0.0201	-0.0193	-0.0238
O	5.5256	9.9765	23.5121	0.019	-0.0154	-0.0253
O	2.4478	8.6985	23.0243	-0.0189	0.0176	-0.0307
O	0.1904	10.0643	23.0878	0.0189	-0.0157	-0.0281
O	7.787	8.571	23.072	-0.0203	0.0187	-0.0209
Si	8.6618	7.6967	18.4446	-0.0013	0.0006	-0.0052
Si	8.7912	6.3651	13.6345	-0.0022	0.0033	0.0112
Si	3.7949	1.5436	14.7508	-0.0026	0.0007	0.0048
Si	2.1397	5.7512	17.6339	-0.0031	-0.0022	-0.0028
Si	2.4169	3.1432	19.4891	-0.0076	0.0048	0.0013
Si	9.817	9.0432	12.0872	-0.0009	-0.0033	-0.0062
Si	1.3329	9.4225	22.0733	0.0024	-0.0012	0.0352
Si	9.1766	0.9699	13.2081	-0.0007	0.0044	0.0053
Si	1.4231	5.0599	13.0405	0.0075	0.0017	0.0084
Si	1.7936	8.2599	12.8322	0.0032	-0.0012	-0.0097
Si	6.6479	9.5493	22.424	0.0031	-0.0067	0.0266
Si	4.5304	4.6046	15.7212	0.0002	0.0028	0.0002
Si	8.2099	3.0348	9.6055	0.0301	-0.0337	0.0205
Si	0.8428	8.2468	19.2641	0.0016	0.0053	0.0042
Si	6.9492	1.3477	21.0916	0.0033	-0.0013	0.0022
Si	8.2284	8.3016	9.698	-0.0134	0.0094	-0.0687
Si	10.8899	5.2099	15.6172	0.0017	0.0009	-0.0018
Si	7.5733	9.5028	16.3285	-0.0003	-0.0017	0.0006
Si	9.93	2.0554	20.2974	0.0002	0.003	0.0013
Si	3.2204	8.5401	9.9418	-0.0089	-0.0197	-0.0752
Si	6.6982	3.3429	17.4105	-0.0008	0.0034	0.0025
Si	1.167	0.2111	19.8019	0.0021	-0.0049	-0.0017
Si	3.2341	2.8237	12.3189	0.001	0.0019	-0.0034
Si	7.2219	5.3907	19.6825	0.0017	-0.0082	0.0044
Si	5.7496	8.6788	11.5702	0.0048	-0.0061	-0.0236
Si	5.7869	6.0786	13.2151	0.0021	0.0022	0.0017
Si	4.6359	9.7037	17.6302	-0.0022	-0.003	-0.0001
Si	1.0208	3.5959	22.1685	0.004	0.0113	0.0349
Si	4.8974	1.4832	18.8012	0.0037	-0.0019	-0.001
Si	3.21	3.0792	9.5382	-0.0037	0.0276	-0.0289
Si	6.4565	10.8295	13.8085	-0.0007	-0.0002	0.0032
Si	10.3528	0.12	15.9812	0.0026	0.0041	-0.0014
Si	5.6657	3.6658	11.17	0.0004	-0.0106	-0.011
Si	9.8515	3.9028	11.9185	-0.0071	-0.0051	-0.0137
Si	2.344	9.9264	15.5596	-0.0007	-0.0039	-0.0006
Si	6.0767	8.1157	19.8008	-0.0023	0.0064	0.0035
Si	6.9363	3.9715	22.37	-0.0012	0.0075	0.0273
Si	9.7539	2.7806	17.3684	0.0039	0.0013	0.005
O	7.2009	6.3875	13.9748	0.0036	0.0003	-0.0065
O	1.885	7.0601	18.6814	0.0022	-0.0051	0.0036
O	10.2815	4.047	16.5328	-0.0034	-0.0043	0.0006
O	6.1673	9.9601	17.0571	0.0017	-0.0015	-0.0024
O	10.153	0.6962	14.4708	0.0054	-0.0061	0.0041
O	8.4487	6.1135	18.8553	0.0023	0.0036	0.0031
O	5.1726	0.6936	14.4399	-0.0028	0.0012	-0.0052
O	5.7165	2.0527	17.5192	0.0019	0.0016	-0.0022
O	8.3468	1.9383	20.5562	0.007	0.0001	0.0048
O	1.991	4.2993	18.4018	0.0016	0.0055	-0.0008
O	6.9675	2.8059	10.6526	-0.0395	0.0045	0.0356
O	4.8692	2.7138	12.2213	-0.0079	-0.0062	0.0014
O	6.0345	4.393	16.3491	0.0028	-0.0015	-0.0023
O	4.579	3.9215	9.9313	0.0266	0.0073	0.0223
O	10.6877	2.7722	21.5569	-0.012	-0.0127	-0.0075
O	9.731	6.1689	14.9638	0.0069	-0.0034	0.0033
O	6.0095	6.4802	19.8386	-0.0001	-0.0002	0.0058
O	4.0817	0.169	18.2828	0.0005	-0.0014	0.0039
O	9.259	10.564	12.2702	-0.0006	0.0123	-0.003
O	2.8579	4.3685	12.7163	-0.0065	0.0061	-0.0058
O	1.9113	10.7073	21.2121	-0.0006	0.0116	-0.0108
O	3.9946	2.723	19.3813	0.0028	-0.0028	0.0055
O	0.7307	10.042	15.9695	-0.0026	0.0007	-0.0031
O	1.2789	9.8037	18.8377	-0.0001	-0.0015	-0.0004
O	1.7115	1.6655	19.2708	0.0023	0.0002	0.0049
O	8.942	10.3981	16.5075	-0.0019	-0.0022	-0.0007
O	4.8746	8.5775	18.7931	-0.0029	0.0017	-0.0007
O	9.572	8.7689	10.485	0.0218	0.0081	0.0284
O	6.7528	4.0796	18.8588	-0.0011	-0.0051	-0.0012
O	2.843	1.7219	13.418	0.0024	-0.0073	0.0026
O	5.8253	8.7653	21.2661	-0.0061	-0.0134	-0.0173
O	2.5426	2.4625	10.8876	-0.0128	-0.0138	0.0654
O	7.6212	4.8483	21.1724	0.0041	0.0128	-0.0175
O	5.2069	7.4849	12.5653	0.0005	-0.0107	-0.0004
O	0.4378	9.0744	12.4893	0.0053	-0.0014	-0.0069
O	7.5846	1.067	13.5822	-0.0025	-0.002	-0.0084
O	7.1169	9.6414	14.752	0.0042	-0.0042	0.0035
O	8.9786	5.0399	12.69	-0.0046	0.0137	-0.0005
O	8.0987	8.0394	16.9143	-0.0014	0.002	-0.0029
O	6.2141	2.5727	21.9038	-0.0005	-0.0136	-0.0011
O	2.4575	9.0746	14.1154	0.0042	0.0108	0.009
O	0.4327	4.4956	11.8683	0.0069	0.0035	-0.0056
O	0.8168	8.3164	20.9372	-0.0044	-0.0101	-0.0169
O	9.407	3.8228	10.353	0.0313	0.0187	0.0456
O	9.6606	2.3913	12.5404	-0.0004	-0.0135	-0.0002
O	7.621	8.5593	19.3957	0.006	-0.0021	0.005
O	2.5573	8.171	11.3763	-0.0205	-0.0007	0.0418
O	3.9768	3.0651	15.3807	0.0017	0.0042	-0.003
O	0.8308	4.489	14.4443	-0.0072	-0.0012	0.0029
O	10.0481	2.9989	18.9603	-0.0005	0.003	-0.0063
O	9.1459	7.8102	12.9376	-0.0035	-0.0119	-0.0009
O	10.5134	0.5361	20.0754	0.0026	-0.0018	0.0061
O	6.0302	5.055	11.9372	0.0007	0.0153	0.0034
O	8.1553	2.7386	17.0109	-0.0007	0.0003	-0.0018
O	3.5393	5.4853	16.7347	-0.0015	0.0014	0.0014
O	4.6774	9.1437	10.3939	0.0153	0.0024	0.0182
O	1.5316	6.6814	13.1866	-0.0021	-0.0042	-0.0082
O	4.7634	5.4933	14.3513	-0.005	-0.0072	0.0032
O	2.0483	3.8535	20.9212	0.0119	-0.005	-0.0166
O	10.5579	1.4203	16.9463	-0.0005	0.0013	-0.0001
O	0.9539	6.0766	16.554	0.0019	0.0004	0.0006
O	7.3284	10.9499	21.9421	0.0012	0.0141	-0.0019
O	5.932	0.9109	19.9163	-0.0122	-0.0014	-0.0057
O	6.0743	10.0383	12.4158	0.0055	0.0163	0.0073
O	2.847	0.5489	15.6137	-0.0022	-0.0024	-0.0024
O	7.047	8.016	10.7858	-0.024	-0.0011	0.0171
O	10.2468	8.0164	18.6912	-0.0047	-0.0027	0.0038
O	3.4484	9.1962	16.5806	0.004	-0.0008	-0.0004

Results
free energy: -141734.329 eV
free energy less fixed offsets of As -4856.12, O -568.88, Si -635.61 eV per atom: -5.119 eV

The program warned: the cutoff lies below the one the program advises for these potential files; the forces do not sum to zero within the program's tolerance; the exchange-correlation potential is rough where the density is thin.
